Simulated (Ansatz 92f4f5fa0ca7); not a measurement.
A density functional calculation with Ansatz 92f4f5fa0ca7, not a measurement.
Periodic cell of 254 atoms, Si144O106N4, from a study of silicon, its oxide and their interface. The atomic structure is a simulated model.

Settings: functional r2SCAN; potential files Ansatz norm-conserving; basis plane waves; wave-function cutoff 1300 eV; density cutoff ratio 4; exchange-correlation grid ratio 1; k mesh 2 x 2 x 1, shifted by 0.5 0.5 0.5 of a step; self-consistency stop 5e-08 eV per atom in the density residual; occupations Fermi-Dirac, 0.05 eV; spin none; net charge 0.

Cell vectors (angstrom)
a, 10.888, 0, 0
b, 0, 10.888, 0
c, 0, 0, 36.1454

Atoms and the computed forces on them: element, x, y, z (angstrom), force x, y, z (eV/angstrom)
Si, 0.3019, -0.3443, 0.04, 0.0111, -0.0473, 0.1118
Si, 2.6449, 2.9704, -0.005, -0.0045, 0.0277, 0.121
Si, 0.6993, 5.4851, -0.2463, -0.019, -0.068, 0.1222
Si, 2.6143, 8.4169, 0.2472, 0.0052, 0.0036, 0.0841
Si, 5.4849, -0.144, 0.0054, 0.048, -0.0459, 0.1336
Si, 7.4019, 3.3403, 0.1308, -0.0203, 0.0427, 0.1684
Si, 5.6787, 5.0563, 0.297, 0.0211, -0.0152, 0.055
Si, 7.7478, 8.4834, -0.1451, 0.0017, 0.0068, 0.1187
Si, 1.3779, 1.3803, 1.2613, 0.0133, -0.0035, 0.0322
Si, 4.0553, 4.0193, 1.556, 0.0127, -0.0091, 0.0305
Si, 1.469, 6.8202, 1.4738, 0.0021, -0.0043, 0.0241
Si, 4.0696, 9.6601, 1.5093, 0.0107, -0.0077, -0.0023
Si, 6.662, 1.4401, 1.2933, 0.0401, 0.035, -0.0233
Si, 9.3056, 4.1631, 1.2804, -0.033, -0.0372, 0.0087
Si, 6.7577, 6.8692, 1.3239, -0.0199, -0.0325, -0.0008
Si, 9.4593, 9.4801, 1.2058, -0.008, 0.0299, 0.0171
Si, -0.0753, 2.7602, 2.5652, 0.0305, 0.0417, -0.0316
Si, 2.675, 0.1165, 2.7891, 0.0042, 0.0061, -0.0124
Si, -0.0883, 8.1379, 2.6665, 0.0125, 0.0176, 0.001
Si, 2.7407, 5.4454, 2.8425, 0.0007, -0.0072, -0.0099
Si, 5.3852, 2.6464, 2.8541, -0.0113, 0.0132, -0.0024
Si, 8.1447, 0.046, 2.5788, -0.0202, -0.0208, -0.0061
Si, 5.4163, 8.1897, 2.7479, 0.0069, -0.0144, -0.0145
Si, 8.1238, 5.5536, 2.7579, 0.0202, -0.0119, -0.0416
Si, 1.2935, 4.0641, 4.0543, 0.0031, -0.0273, -0.0022
Si, 4.0339, 1.3583, 4.2242, 0.0083, -0.0143, 0.008
Si, 1.2933, 9.5389, 4.0256, -0.0037, -0.0191, 0.0205
Si, 4.0975, 6.8246, 4.1438, 0.0047, -0.0035, -0.0028
Si, 6.7802, 4.1058, 4.0779, -0.0189, -0.0058, 0.0433
Si, 9.5061, 1.3783, 3.9864, -0.0012, 0.0236, -0.0072
Si, 6.8235, 9.5673, 4.0352, -0.0052, 0.0167, -0.0037
Si, 9.507, 6.8381, 4.1311, 0.0001, 0.0105, -0.0032
Si, -0.0355, 0.0207, 5.4059, 0.0047, 0.0109, 0.0014
Si, 2.6633, 2.7563, 5.4932, -0.0052, 0.0265, -0.0035
Si, -0.0138, 5.4416, 5.4408, -0.0075, -0.0278, 0.0018
Si, 2.6834, 8.1912, 5.4157, 0.0002, 0.0092, 0.0071
Si, 5.4558, -0.0226, 5.4636, 0.013, -0.0141, 0.0031
Si, 8.1678, 2.7284, 5.3925, -0.0094, 0.004, 0.0001
Si, 5.4452, 5.4507, 5.4829, 0.0206, -0.0073, 0.0059
Si, 8.1585, 8.2197, 5.4591, -0.0305, 0.0035, -0.0003
Si, 1.3314, 1.3479, 6.8149, 0.0097, -0.0074, -0.0048
Si, 4.0681, 4.1012, 6.8399, -0.0019, -0.0169, -0.0011
Si, 1.3636, 6.8035, 6.79, -0.0049, 0.0094, 0.0015
Si, 4.0783, 9.5035, 6.7905, -0.0031, -0.0079, -0.0072
Si, 6.8229, 1.3691, 6.7855, -0.0119, 0.0018, 0.0091
Si, 9.5228, 4.0646, 6.7792, -0.0005, 0.0064, 0.0042
Si, 6.8161, 6.8183, 6.8172, 0.0048, -0.009, 0.0059
Si, 9.5283, 9.5579, 6.8227, -0.0057, -0.002, 0.0048
Si, -0.0222, 2.7177, 8.1666, -0.0048, 0.0039, 0.0028
Si, 2.733, -0.022, 8.1452, -0.0028, -0.0042, 0.0014
Si, 0.0161, 8.1614, 8.1595, 0.0095, 0.0062, -0.0018
Si, 2.7162, 5.468, 8.1924, 0.0087, 0.0044, -0.0003
Si, 5.4597, 2.7115, 8.162, -0.003, 0.0078, -0.0033
Si, 8.167, 0.0261, 8.185, 0.0092, 0.0057, -0.0053
Si, 5.4304, 8.1591, 8.17, -0.0166, -0.0044, 0.0013
Si, 8.1864, 5.4267, 8.1469, -0.002, -0.0068, 0.0014
Si, 1.3495, 4.0739, 9.5175, 0.0009, -0.0129, -0.0047
Si, 4.107, 1.32, 9.5039, -0.0026, -0.0056, -0.0047
Si, 1.4028, 9.5, 9.5281, 0.0121, -0.0102, -0.0049
Si, 4.093, 6.8106, 9.5593, 0.0057, -0.0018, -0.0059
Si, 6.8456, 4.0621, 9.5226, -0.0036, 0.0138, -0.0044
Si, 9.5395, 1.3651, 9.5616, 0.001, 0.0073, -0.012
Si, 6.7964, 9.5292, 9.5154, -0.0057, -0.0061, -0.0096
Si, 9.5554, 6.7704, 9.5064, -0.006, -0.0115, -0.0058
Si, 0.0488, -0.0179, 10.8657, -0.0037, -0.0037, -0.005
Si, 2.7228, 2.6744, 10.8168, 0.0056, 0.0149, 0.0079
Si, 0.0102, 5.4218, 10.9144, 0.0013, 0.0076, 0.014
Si, 2.7507, 8.1655, 10.952, 0.0057, 0.0007, 0.0058
Si, 5.4511, -0.0216, 10.9187, -0.0073, -0.0005, 0.0144
Si, 8.1924, 2.72, 10.9442, 0.0022, -0.0054, 0.0028
Si, 5.4882, 5.4299, 10.8569, -0.0148, -0.0103, 0.0065
Si, 8.1798, 8.1417, 10.8146, -0.0039, 0.0039, 0.0024
Si, 1.4225, 1.3209, 12.2399, 0.0023, -0.0096, -0.0039
Si, 4.11, 4.0161, 12.1232, 0.0114, 0.0046, -0.0138
Si, 1.3817, 6.7693, 12.2809, 0.0116, 0, 0.0058
Si, 4.1211, 9.5202, 12.3437, -0.0116, -0.0096, -0.005
Si, 6.8305, 1.3245, 12.2804, 0.0027, 0.0109, 0.0068
Si, 9.5721, 4.0655, 12.3296, -0.0101, -0.004, -0.0067
Si, 6.8542, 6.8021, 12.2092, 0.0028, -0.0132, -0.001
Si, 9.5637, 9.4725, 12.152, 0.0091, -0.0019, -0.0221
Si, 0.0814, 2.6597, 13.6416, -0.0113, 0.003, -0.0007
Si, 2.7632, 0.0086, 13.7109, 0.0028, -0.0099, -0.0014
Si, -0.0007, 8.1579, 13.5909, -0.0067, 0.0045, -0.0065
Si, 2.7918, 5.3429, 13.5161, 0, -0.003, 0.006
Si, 5.4233, 2.7038, 13.5639, -0.005, 0.0075, 0.001
Si, 8.2378, -0.0864, 13.5469, 0.0026, -0.0006, -0.001
Si, 5.5286, 8.1327, 13.6438, -0.0079, 0.0074, 0.0015
Si, 8.2007, 5.4802, 13.6341, 0.001, -0.0088, 0.0054
Si, 1.7177, 3.7923, 14.9099, 0.0108, -0.0281, -0.1007
Si, 3.9415, 1.6012, 15.0314, -0.0309, 0.0073, -0.1397
Si, 1.1123, 9.7263, 14.9301, -0.0029, 0.0322, -0.1004
Si, 4.3417, 6.4868, 14.8266, 0.0334, -0.0208, -0.1093
Si, 6.5435, 4.3196, 14.8141, -0.0107, 0.0336, -0.136
Si, 9.795, 1.0331, 14.8799, 0.0577, -0.0193, -0.1214
Si, 7.1528, 9.265, 14.9479, 0.0106, -0.0418, -0.1253
Si, 9.3548, 7.0498, 14.985, -0.0208, -0.0034, -0.125
Si, -2.4996, -18.8513, 16.9038, 0.0415, 0.0446, -0.3029
Si, -8.6781, 12.63, 27.1159, 0.0057, 0.0262, 0.0805
Si, -2.7485, 15.0788, 33.5356, -0.0363, 0.0015, 0.2244
Si, -18.7948, 17.312, 28.644, -0.0308, 0.023, 0.2151
Si, -17.9763, 14.3991, 28.8171, -0.0016, -0.0339, 0.2023
Si, 2.9993, -2.5548, 16.9441, -0.0147, 0.0235, -0.2411
Si, -1.6629, -19.53, 23.8383, -0.022, 0.0248, -0.0852
Si, -21.84, -13.7602, 21.1574, 0.1094, -0.0585, -0.1856
Si, 11.5891, 27.1794, 20.0812, 0.0036, 0.0478, -0.2368
Si, -0.1799, -5.7718, 17.0257, 0.0029, 0.0103, -0.2513
Si, -4.737, -8.6898, 24.567, 0.0078, 0.0165, -0.0389
Si, -3.8042, -2.6319, 25.4213, 0.0524, 0.0112, 0.0267
Si, -5.7392, 8.4762, 21.7064, -0.0118, -0.0011, -0.2102
Si, -14.5763, -25.9858, 22.9657, 0.0031, 0.0163, -0.1326
Si, -7.1592, 1.1036, 30.7767, -0.019, -0.0172, 0.2835
Si, -24.3248, -8.8082, 19.7594, -0.0003, 0.0068, -0.2316
Si, -6.0206, 0.2002, 26.372, 0.0338, -0.0429, 0.0765
Si, -17.5045, -4.1716, 34.2496, 0.0415, -0.0527, 0.2274
Si, -21.0719, -0.1086, 30.6407, 0.0213, 0.0163, 0.2519
Si, 4.8763, 2.1316, 21.9339, -0.0083, 0.0019, -0.1554
Si, -12.8789, -0.7543, 24.1575, 0.0034, -0.024, -0.1421
Si, -3.7504, 18.0364, 33.3909, -0.0192, 0.0432, 0.3255
Si, 13.0403, 1.772, 22.4026, -0.0053, -0.0016, -0.1373
Si, -4.589, 21.7226, 20.125, -0.0265, -0.0077, -0.2969
Si, -15.7074, -17.6854, 26.7903, 0.0039, -0.0331, 0.0604
Si, -25.444, -7.2427, 22.2248, 0.0172, 0.0017, -0.1653
Si, 22.8314, -3.2281, 30.5519, -0.0154, 0.0259, 0.2457
Si, 8.6037, -8.0493, 31.0384, 0.0354, 0.0326, 0.2631
Si, 22.7157, -18.5332, 24.7935, -0.0071, 0.0031, -0.06
Si, -22.941, 6.66, 28.7083, -0.0203, 0.0143, 0.1975
Si, -23.0951, -1.9403, 26.6992, 0.017, -0.062, 0.071
Si, -19.1576, -14.2042, 19.9889, -0.0321, -0.0249, -0.2343
Si, 5.968, -0.5846, 29.1696, 0.0339, -0.0047, 0.2044
Si, -2.6518, -1.8365, 21.4675, -0.0348, 0.0041, -0.1485
Si, 3.2831, 10.0392, 23.8392, 0.0121, -0.0431, -0.1209
Si, -2.0295, -18.1444, 28.0965, 0.0082, 0.0007, 0.2087
Si, -16.4914, -0.325, 17.0792, -0.0417, 0.014, -0.3102
Si, -21.0689, 22.5, 33.5256, -0.0095, -0.0205, 0.2548
Si, -31.0844, 17.0275, 33.0584, 0.0441, -0.0735, 0.3203
Si, 1.9132, -4.8096, 25.8883, -0.0197, 0.0035, 0.0543
Si, -33.1521, 0.8369, 28.0571, -0.0297, 0.0432, 0.2449
Si, -17.0412, 17.7432, 26.4669, -0.0124, 0.0172, 0.0821
Si, 10.9093, -7.2587, 32.6384, 0.0364, -0.0351, 0.1929
Si, -2.2418, 11.0014, 30.2833, -0.0177, 0.0191, 0.238
Si, -21.8709, 13.362, 21.0363, -0.0215, 0.0695, -0.2018
Si, -10.3358, 19.2843, 24.281, -0.0307, -0.0357, -0.1418
Si, 14.5338, 1.0999, 33.9185, 0.027, 0.0232, 0.3365
Si, -14.1068, 19.0971, 30.4453, 0.0058, -0.0364, 0.274
O, 3.6592, 1.064, 27.012, -0.0101, 0.0144, -0.0325
O, -0.2321, 0.2547, 34.7563, 0.007, 0.0429, -0.1438
O, -9.3368, 2.0642, 25.6961, 0.0025, -0.0102, -0.0138
O, -6.0498, 5.4496, 35.0785, -0.0473, 0.0768, -0.1357
O, 0.08, -2.7586, 22.7637, 0.0111, 0.0379, 0.1478
O, -24.4403, 14.1592, 29.5433, -0.0017, 0.0342, -0.1942
O, 1.4001, 9.3699, 35.839, -0.0175, -0.0029, -0.0453
O, 6.3071, 8.8315, 29.801, -0.0388, 0.0354, -0.0881
O, -7.5287, -8.4478, 21.5881, 0.0041, -0.0062, 0.0653
O, -12.2026, 16.0038, 28.1703, -0.0026, -0.0281, -0.0668
O, 15.0149, -14.4822, 27.8998, 0.032, 0.0044, -0.0814
O, 4.1403, -23.2114, 16.9749, 0.019, 0.0027, 0.093
O, -24.9647, -7.2081, 32.0735, 0.017, -0.0493, -0.1568
O, -2.5568, -3.7061, 29.3813, 0.0502, -0.0432, -0.1119
O, -16.2407, 29.8563, 25.8046, -0.0067, -0.0043, -0.006
O, -3.7308, 3.5567, 16.1006, 0.0487, -0.0633, 0.1463
O, -16.7089, -9.2117, 23.481, 0.0102, -0.0103, 0.0635
O, 11.2165, 5.4003, 18.5108, 0.0376, 0.0096, 0.223
O, 11.731, 9.22, 30.2663, 0.0048, -0.0173, -0.0731
O, -5.2312, 36.2114, 25.3195, -0.0258, 0.0113, 0.0193
O, 1.1758, 26.4942, 32.3898, -0.0106, -0.0063, -0.095
O, -16.2233, 18.3285, 33.584, 0.0338, 0.0044, -0.0816
O, 5.3624, 0.9581, 20.952, -0.0343, 0.0892, 0.1079
O, 3.5363, 7.0684, 16.1072, -0.0536, 0.0436, 0.1202
O, 7.5405, -16.61, 22.592, -0.0002, -0.003, 0.0393
O, 8.2235, 7.5959, 22.1555, -0.0245, -0.0268, 0.0853
O, 8.2429, 8.1546, 15.4831, -0.005, 0.0117, 0.067
N, 7.5634, -8.2471, 23.624, 0.0231, -0.0211, 0.0413
O, -3.1057, 0.5972, 20.0881, 0.0272, -0.0066, 0.0676
O, -11.1836, -15.3258, 20.8016, -0.0289, 0.0456, 0.0846
O, -12.5301, -20.995, 24.5318, 0.0278, 0.0039, 0.0347
O, -12.2223, 4.0071, 17.066, -0.0324, -0.0248, 0.0966
O, 1.0671, 1.3859, 21.275, 0.0175, -0.0036, 0.0879
O, -0.7932, 6.4383, 16.3098, 0.0416, -0.0475, 0.1304
O, -14.3709, 43.7667, 29.2127, -0.0367, 0.0002, -0.0684
O, -22.424, 7.7582, 27.5923, 0.0033, 0.0592, -0.0799
O, -2.088, 10.1367, 22.5454, 0.0415, 0.0462, 0.1317
O, 7.4492, 6.9371, 24.5413, 0.0066, -0.0078, 0.0578
O, 13.5211, 11.3809, 23.2219, 0.0064, -0.017, 0.0536
O, -30.6805, -12.6152, 24.228, 0.0062, 0.0112, 0.029
O, -14.1025, 14.0184, 34.6634, 0.03, 0.0414, -0.2044
O, -4.3103, -11.7346, 16.2607, -0.0438, 0.0574, 0.1467
O, -18.5827, -4.7191, 33.1861, -0.095, 0.0137, -0.1427
O, -24.6531, -2.4396, 26.7247, -0.0434, 0.0004, -0.0115
O, -14.3818, 9.6128, 24.5739, -0.0412, 0.005, 0.0164
O, -3.4333, 16.5035, 33.7846, 0.0177, -0.0555, -0.0689
O, -9.501, 8.4715, 20.563, -0.05, 0.0389, 0.0816
O, -39.9701, 5.0475, 29.2346, 0.0076, 0.0072, -0.0774
O, -14.1459, 3.7528, 27.0502, -0.0354, 0.012, -0.0648
O, 11.9676, 4.5685, 16.1827, -0.0501, 0.0467, 0.1252
O, 33.5514, -3.8028, 25.1647, 0.0243, -0.006, 0.0156
O, -21.2635, 3.9508, 20.7496, -0.0087, -0.0968, 0.0971
O, -9.0597, 6.137, 27.5176, -0.0235, -0.0078, -0.0848
O, -1.1295, -6.6055, 33.5738, 0.0268, 0.0012, -0.091
O, -2.9555, 14.094, 20.8419, -0.0365, 0.0446, 0.1069
O, 13.5467, -13.9521, 18.4075, -0.0143, -0.0438, 0.2127
O, -26.9414, 7.1787, 22.5006, 0.0341, -0.0393, 0.0807
O, -27.89, -10.6139, 34.7381, -0.0689, 0.0296, -0.1709
O, 0.0066, -10.9429, 15.4332, -0.0119, 0.0015, 0.0541
O, 6.1105, 22.845, 25.7454, -0.0004, 0.0245, -0.0214
O, -11.5937, -7.697, 31.2617, -0.0545, -0.011, -0.1175
O, 2.4792, 13.9744, 27.9694, -0.0194, -0.0122, -0.0727
O, 5.6589, -7.356, 21.8337, -0.001, -0.0257, 0.0683
O, -21.5557, -0.006, 32.1864, -0.0033, -0.0368, -0.2
O, 8.0334, 8.0014, 34.4571, -0.0297, -0.0578, -0.1799
O, -19.5452, 11.2027, 33.8995, -0.0316, -0.018, -0.1266
O, -2.5697, 12.1627, 31.3722, -0.0143, -0.05, -0.0925
O, -3.1123, -8.3889, 18.3208, -0.02, -0.0368, 0.2286
O, -7.3947, -3.0984, 35.1728, 0.0545, -0.0409, -0.1063
O, -6.6035, -1.5004, 22.7357, -0.0508, 0.0305, 0.1133
O, -22.4651, 3.1941, 24.7491, 0.0145, 0.0001, 0.0197
O, -18.96, 2.7104, 15.4923, -0.0026, 0.0074, 0.0603
O, -17.8638, -8.3239, 30.1129, 0.0076, 0.0747, -0.1314
O, -12.2019, -2.012, 20.5222, -0.0279, 0.0178, 0.0702
O, -9.353, -29.7229, 23.3283, -0.0253, 0.0107, 0.0642
O, 5.6853, -0.1414, 18.6288, 0.0664, 0.0057, 0.2821
O, 1.579, -17.649, 35.6952, -0.0753, 0.0601, -0.0711
O, 14.2987, -8.4193, 34.7771, 0.0485, -0.0231, -0.1218
N, -11.5354, 11.378, 29.7212, 0.0228, 0.0157, -0.2003
O, -19.3084, 7.2675, 29.8952, 0.0478, -0.0394, -0.1286
O, -17.0777, 1.0229, 16.3727, 0.0602, -0.0573, 0.1456
N, -4.3454, -23.3222, 20.9766, 0.0033, -0.0295, 0.1198
O, 1.684, -1.9163, 16.2569, 0.0456, -0.055, 0.1074
O, -17.7074, -2.9135, 20.5921, 0.0672, 0.0273, 0.1212
O, 2.2147, 6.0066, 20.2505, 0.0155, 0.0028, 0.0623
O, -15.9771, 16.5625, 26.7464, 0.0049, 0.0104, -0.0204
O, -6.8251, 12.1715, 32.3671, 0.0171, -0.0119, -0.2734
O, -18.2948, 6.3889, 25.5311, 0.0075, 0.0014, -0.0266
O, 16.0481, -7.4854, 27.9407, 0.0341, 0.0176, -0.072
O, -0.0749, -4.1777, 29.9002, -0.0471, -0.0328, -0.0968
O, -9.7726, 0.7835, 27.8173, 0.0343, -0.0003, -0.0782
O, -11.7207, 5.0791, 36.2623, 0.0333, -0.0059, -0.0574
O, -34.5515, -9.2601, 16.1684, -0.0623, 0.0488, 0.1505
O, -22.8055, -8.526, 22.3554, -0.0188, -0.0048, 0.1262
O, -13.1399, 9.4731, 30.8226, -0.0216, 0.018, -0.0928
O, -33.7533, 2.3341, 27.6956, 0.0196, -0.0052, -0.0825
O, -4.243, -1.2234, 35.7801, -0.0241, 0.0269, -0.0371
O, -11.8296, -19.7502, 19.7384, 0.037, -0.0087, 0.0958
O, -8.7073, 0.6045, 30.5538, 0.0149, 0.0065, -0.1025
O, -5.4378, -27.2568, 15.3745, -0.0033, 0.001, 0.0663
O, -10.2343, 2.3276, 33.3487, -0.0279, 0.0482, -0.0909
O, -28.5163, 10.2758, 25.1791, 0.0013, 0.0053, 0.0299
O, -1.1872, -0.4298, 27.2986, -0.0166, -0.019, -0.0744
O, -20.2977, -6.2555, 25.3567, 0, -0.0112, -0.0016
O, 4.8051, 10.9842, 30.0905, 0.0475, -0.0333, -0.1109
O, -25.1981, 18.3201, 31.847, 0.0369, 0.0504, -0.244
O, 5.4804, 10.2527, 27.6235, -0.0474, 0.016, -0.1384
N, -0.8367, -1.7622, 25.0225, 0.0282, 0, 0.0041
O, -9.7951, -3.5196, 32.1391, -0.0313, 0.0792, -0.1926
O, -10.055, 6.294, 34.4954, -0.0045, 0.0164, -0.2028

Results
free energy: -67332.520 eV
free energy less fixed offsets of N -289.75, O -463.61, Si -117.95 eV per atom: -46.060 eV
pressure: -0.18 GPa
stress xx, yy, zz, yz, xz, xy (GPa, positive in tension): 0.46, 0.13, -0.06, -0.49, 0.63, -0.32
